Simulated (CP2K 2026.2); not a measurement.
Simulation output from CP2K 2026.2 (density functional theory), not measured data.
Periodic cell of 432 atoms, Si324O108, from a study of silicon, its oxide and their interface. The atomic structure is a simulated model.
Doubt: the forces sum to 1.28 eV/angstrom along one axis rather than to zero, so they err by at least 0.0030 eV/angstrom per atom on average; the grid cutoff is modest.

Settings
functional: PBE
method: Gaussian and plane waves
basis set: DZVP-MOLOPT-SR-GTH
pseudopotentials: GTH-PBE
grid cutoff: 350 Ry, relative cutoff 50 Ry
k points: Gamma only
occupations: fixed
spin: none
net charge: 0

Cell vectors (angstrom)
a 16.32 0 0
b 0 16.32 0
c 2.8379 -0.1238 29.4745

Atoms and the computed forces on them: element, x, y, z (angstrom), force x, y, z (eV/angstrom)
Si 1.53 14.63 0.165 -0.098 0.24 0.764
Si 7.137 1.037 29.468 -0.259 0.146 0.695
Si 1.156 4.343 0.133 -0.001 -0.193 0.742
Si 4.179 6.415 0.143 0.055 0.256 0.681
Si 1.327 9.729 0.157 0.093 -0.198 0.677
Si 3.805 12.504 0.153 0.186 -0.083 0.774
Si 6.502 15.244 0.066 0.134 -0.031 0.768
Si 12.602 1.125 29.384 -0.181 0.134 0.698
Si 6.485 4.324 0.064 0.15 -0.113 0.764
Si 12.083 6.921 29.458 0.153 -0.169 0.737
Si 9.84 9.14 29.436 -0.198 0.133 0.755
Si 9.829 11.95 0.077 -0.137 0.149 0.766
Si 11.959 15.299 0.037 -0.016 -0.138 0.706
Si 14.687 1.465 0.101 0.283 -0.068 0.737
Si 15.455 3.693 29.375 -0.247 0.325 0.781
Si 15.399 6.662 0.06 -0.265 0.066 0.692
Si 12.096 9.8 0.246 0 -0.195 0.747
Si 15.274 11.796 0.152 -0.048 0.204 0.741
Si 2.705 -0.003 1.314 0.005 0.029 -0.023
Si 5.403 2.715 1.378 -0.004 -0.001 -0.044
Si 2.704 5.351 1.569 -0.033 0.014 -0.038
Si 5.393 8.124 1.28 -0.004 -0.021 -0.058
Si 2.746 10.94 1.518 0.008 0.006 -0.044
Si 5.416 13.654 1.402 0.001 0.022 -0.089
Si 8.174 0.071 1.258 0.024 -0.001 -0.061
Si 10.938 2.781 1.252 0.034 -0.014 -0.057
Si 8.111 5.475 1.326 -0.013 0.006 -0.056
Si 10.858 8.141 1.324 -0.021 -0.035 -0.05
Si 8.151 10.847 1.302 -0.019 -0.017 -0.075
Si 10.887 13.633 1.331 0.016 0.001 -0.048
Si 13.511 0.007 1.459 0.012 -0.009 -0.038
Si 16.293 2.698 1.324 -0.003 -0.013 -0.03
Si 13.692 5.468 1.23 -0.01 0.002 -0.092
Si 0.161 8.154 1.464 0.016 0.033 -0.021
Si 13.657 10.878 1.565 -0.003 0.012 -0.012
Si 16.299 13.486 1.448 -0.017 -0.006 -0.043
Si 1.354 1.356 2.682 -0.004 -0.001 0
Si 4.062 3.974 2.834 0.005 -0.024 0.033
Si 1.435 6.809 2.868 -0.002 0.006 0.039
Si 4.128 9.503 2.728 0.002 -0.025 0.003
Si 1.344 12.226 2.876 -0.001 0.023 0.061
Si 4.052 15 2.761 -0.023 -0.022 0.036
Si 6.838 1.393 2.691 -0.003 -0.009 0.021
Si 9.531 4.103 2.624 -0.023 -0.013 -0.028
Si 6.759 6.811 2.72 -0.01 0.001 0.027
Si 9.502 9.503 2.714 0.003 0.006 0.042
Si 6.811 12.24 2.669 0.005 0.005 -0.003
Si 9.476 14.975 2.664 -0.003 0.006 0.011
Si 12.193 1.425 2.76 -0.007 0.027 0.029
Si 14.965 4.094 2.701 -0.005 0.012 0.02
Si 12.264 6.766 2.623 0.026 0.006 -0.003
Si 15.007 9.441 2.815 0.032 -0.024 0.012
Si 12.276 12.336 2.77 -0.031 0 0.017
Si 14.927 14.927 2.723 0.024 -0.002 -0.006
Si 16.313 -0.008 4.047 -0.008 0.004 -0.012
Si 2.684 2.648 4.143 0.004 -0.008 0.009
Si 16.318 5.428 4.114 0.005 -0.034 -0.03
Si 2.79 8.185 4.16 -0.015 0.012 0.001
Si 16.319 10.836 4.182 0.01 0.013 -0.008
Si 2.721 13.631 4.148 -0.011 0.004 -0.01
Si 5.465 0.027 4.072 -0.015 0.003 -0.03
Si 8.192 2.75 4.042 0.003 -0.013 -0.003
Si 5.437 5.418 4.097 0.013 0.044 -0.025
Si 8.143 8.157 4.084 -0.009 -0.003 -0.021
Si 5.477 10.882 4.068 -0.015 0.012 -0.015
Si 8.153 13.602 4.049 0.02 0.024 -0.011
Si 10.832 0.014 4.062 0.015 -0.004 -0.02
Si 13.597 2.759 4.09 0.003 -0.007 -0.018
Si 10.895 5.435 4.014 -0.001 0.017 0
Si 13.586 8.094 4.084 0.01 -0.011 -0.007
Si 10.883 10.898 4.048 0.002 -0.006 -0.032
Si 13.607 13.636 4.161 -0.016 -0.014 0.008
Si 17.717 14.978 16.277 0.002 0 0.016
Si 4.126 1.382 16.299 -0.005 0.009 0.011
Si 17.653 4.051 16.259 0.01 0.004 -0.002
Si 4.071 6.801 16.336 0.018 0.008 0.018
Si 17.728 9.595 16.316 0 0.017 0.011
Si 4.111 12.25 16.404 0 0.009 0.005
Si 6.767 14.895 16.375 -0.005 -0.011 0.009
Si 9.5 1.342 16.31 0.004 0.033 0.028
Si 6.836 4.13 16.299 -0.013 -0.004 -0.007
Si 9.494 6.789 16.367 -0.011 -0.02 0.012
Si 6.766 9.504 16.355 -0.01 0.006 0.021
Si 9.487 12.23 16.357 -0.017 0 0.035
Si 12.257 14.964 16.29 -0.012 -0.021 0.006
Si 14.978 1.365 16.308 -0.001 0.006 0.013
Si 12.227 4.081 16.237 0.003 -0.005 0.01
Si 14.987 6.817 16.238 0.011 -0.042 0.021
Si 12.216 9.503 16.277 0.029 0.009 0.007
Si 14.951 12.228 16.325 0.006 0.014 0.026
Si 2.793 -0.005 17.633 0.011 -0.023 -0.017
Si 5.472 2.8 17.632 -0.027 0.001 -0.018
Si 2.676 5.39 17.608 0.01 -0.014 -0.029
Si 5.409 8.151 17.747 -0.007 0.007 -0.015
Si 2.766 10.902 17.78 -0.016 -0.033 0.021
Si 5.44 13.568 17.861 0.013 0.016 0.022
Si 8.149 -0.057 17.664 0.021 0.002 -0.014
Si 10.851 2.766 17.614 0.004 0.008 -0.038
Si 8.145 5.428 17.77 0.011 0.004 0.001
Si 10.884 8.163 17.671 -0.008 0.002 0.004
Si 8.082 10.882 17.731 -0.013 -0.003 -0.015
Si 10.925 13.587 17.648 0.009 -0.012 -0.026
Si 13.605 0.012 17.648 -0.004 -0.001 -0.008
Si 16.329 2.726 17.683 0.003 0.006 0.009
Si 13.645 5.406 17.547 0.023 -0.014 -0.018
Si 16.313 8.239 17.569 -0.014 0.014 -0.023
Si 13.551 10.838 17.655 0.014 0.024 -0.022
Si 16.344 13.633 17.618 -0.002 0.005 -0.034
Si 17.76 1.36 18.956 -0.005 0.021 0.042
Si 4.053 4.093 19.013 0.01 -0.023 0.042
Si 17.621 6.817 18.845 -0.002 -0.037 0.025
Si 4.049 9.477 19.198 0.03 0.013 0.058
Si 17.716 12.342 19.041 0.012 0.02 0.039
Si 4.09 15.031 19.156 0.005 0.014 0.069
Si 6.819 1.405 18.943 0.001 0.021 0.015
Si 9.55 4.075 19.109 0.007 0.024 0.071
Si 6.75 6.77 19.135 -0.001 -0.006 0.045
Si 9.507 9.522 19.014 -0.02 0.009 0.035
Si 6.729 12.134 19.282 -0.016 -0.072 0.033
Si 9.555 14.903 19.001 -0.022 -0.003 0.042
Si 12.226 1.409 18.931 0.027 0.021 0.041
Si 14.924 4.069 19.025 -0.035 0.001 0.043
Si 12.325 6.772 18.893 0.017 -0.001 0.035
Si 14.945 9.511 18.999 0 -0.016 0.038
Si 12.216 12.191 19.049 -0.029 0.003 0.049
Si 14.965 14.97 18.985 0.023 -0.011 0.059
Si 16.538 16.176 20.232 -0.112 0.055 -0.787
Si 2.971 2.494 20.345 -0.154 0.115 -0.745
Si 16.053 5.761 20.181 -0.03 -0.209 -0.709
Si 2.768 7.842 20.322 -0.002 0.223 -0.714
Si 16.112 11.139 20.207 0.103 -0.15 -0.839
Si 2.413 13.967 20.446 0.23 -0.175 -0.753
Si 5.288 0.388 20.36 0.001 -0.245 -0.662
Si 8.43 2.38 20.325 -0.087 0.257 -0.718
Si 5.066 5.682 20.406 0.152 -0.074 -0.694
Si 8.008 8.333 20.352 0.109 -0.232 -0.796
Si 5.65 10.418 20.705 -0.332 0.411 -0.733
Si 8.449 13.325 20.35 -0.156 0.021 -0.786
Si 10.714 0.218 20.223 0.037 -0.148 -0.698
Si 13.31 2.936 20.342 0.296 -0.133 -0.788
Si 11.243 5.258 20.273 -0.285 0.039 -0.741
Si 13.808 7.899 20.303 -0.053 0.214 -0.745
Si 10.611 11.063 20.396 0.207 -0.084 -0.758
Si 13.873 13.324 20.25 -0.149 0.121 -0.78
Si 11.359 15.999 23.136 0.012 0.016 0.045
Si 16.426 7.972 27.625 0.09 0.03 0.144
Si 18.168 5.127 25.216 -0.124 0.01 0.135
Si 2.551 0.095 24.525 0.056 -0.035 0.05
Si 10.017 2.015 24.438 0.06 0.05 -0.091
Si 8.742 15.793 24.404 0.025 -0.066 -0.069
Si 15.346 5.394 26.837 0.141 -0.099 -0.053
Si 4.31 12.197 25.549 0.088 -0.034 0.062
Si 9.677 14.059 26.653 0.039 -0.115 0.033
Si 5.158 2.255 27.543 0.112 0.013 0.09
Si 3.009 -0.049 27.582 -0.031 0.034 -0.018
Si 5.518 4.738 23.38 0.008 0.03 -0.092
Si 13.721 11.279 24.528 -0.036 -0.007 -0.041
Si 15.37 14.203 26.677 0.046 -0.206 0.045
Si 13.751 14.158 23.167 -0.115 0.031 -0.074
Si 15.735 16.006 24.283 0.038 -0.044 0.008
Si 17.75 12.188 26.665 -0.057 0.13 -0.003
Si 15.198 1.769 22.429 -0.006 0.012 -0.159
Si 16.445 9.79 25.195 -0.052 0.107 -0.005
Si 11.11 2.969 27.232 0.106 0.014 0.145
Si 12.178 9.398 22.6 -0.071 -0.049 -0.099
Si 10.593 7.662 24.806 0.085 0.017 0.061
Si 4.115 10.02 23.455 0.114 -0.023 -0.102
Si 5.758 7.965 27.444 -0.012 0.067 0.089
Si 3.79 2.935 25.009 0.034 -0.003 0.116
Si 12.515 5.731 26.557 -0.09 0.049 0.009
Si 9.451 6.479 22.338 0.05 0.031 -0.036
Si 4.159 7.172 24.815 -0.08 0.002 -0.057
Si 12.442 12.77 26.628 0.046 0.078 0.058
Si 8.209 3.843 22.903 0.111 -0.109 0.053
Si 7.278 11.964 26.67 -0.071 0.031 0.053
Si 6.714 14.932 22.415 -0.001 0.127 -0.089
Si 17.391 3.998 22.353 0.006 -0.131 -0.165
Si 8.504 9.296 26.641 0.067 0.002 0.044
Si 3.906 14.082 23.061 -0.08 0.098 -0.09
Si 17.699 9.616 22.454 0.073 -0.079 -0.177
Si 1.342 14.983 5.468 -0.004 0.002 -0.005
Si 4.094 1.336 5.472 -0.008 -0.013 0.004
Si 1.351 4.06 5.469 -0.008 0.004 0.004
Si 4.111 6.784 5.484 0.017 0.003 0.009
Si 1.391 9.509 5.51 -0.008 -0.005 0.016
Si 4.102 12.237 5.444 0.003 -0.006 -0.007
Si 6.802 14.959 5.424 -0.012 -0.011 0
Si 9.502 1.372 5.433 0 -0.009 0.006
Si 6.827 4.082 5.432 -0.002 -0.005 0.001
Si 9.533 6.791 5.403 0.004 -0.01 -0.008
Si 6.814 9.528 5.453 0.004 -0.01 -0.002
Si 9.522 12.249 5.418 0.004 0.003 -0.008
Si 12.213 15.002 5.452 0.005 0.02 0.004
Si 14.958 1.364 5.42 0.017 0.007 -0.008
Si 12.226 4.097 5.437 -0.006 0.005 -0.004
Si 14.948 6.771 5.471 -0.005 0.003 -0.003
Si 12.237 9.514 5.409 0 0.012 -0.009
Si 14.951 12.232 5.489 0.007 0.001 0.004
Si 2.724 -0.007 6.83 0.011 -0.004 0.004
Si 5.455 2.726 6.799 -0.001 -0.004 -0.004
Si 2.721 5.429 6.817 -0.012 0.003 -0.004
Si 5.463 8.162 6.82 -0.001 -0.006 0.003
Si 2.746 10.892 6.831 -0.018 -0.004 -0.004
Si 5.454 13.6 6.801 0.003 0.01 -0.004
Si 8.152 0.002 6.793 0 0.008 -0.002
Si 10.874 2.722 6.791 0.007 -0.004 0.005
Si 8.183 5.44 6.789 0.001 0.004 0.001
Si 10.878 8.16 6.777 -0.004 0.001 -0.004
Si 8.173 10.893 6.798 -0.002 -0.004 0.006
Si 10.872 13.608 6.794 0.006 0.003 -0.005
Si 13.596 0.021 6.8 -0.018 0.002 -0.001
Si 16.309 2.705 6.815 0.004 0.003 -0.008
Si 13.582 5.431 6.825 0.003 -0.001 0.007
Si 16.318 8.14 6.822 0.013 0.003 -0.004
Si 13.58 10.862 6.81 0.006 0.007 -0.003
Si 16.317 13.605 6.824 0.003 -0.003 0.001
Si 1.364 1.361 8.175 -0.004 0.012 -0.002
Si 4.092 4.076 8.167 0.01 0.012 0
Si 1.361 6.788 8.177 -0.008 -0.009 -0.001
Si 4.096 9.518 8.176 0 0.002 0.005
Si 1.368 12.247 8.175 0.014 0.015 -0.002
Si 4.088 14.947 8.171 -0.024 -0.016 0.002
Si 6.8 1.357 8.162 -0.009 -0.011 0.003
Si 9.522 4.078 8.159 -0.002 0.001 0.001
Si 6.825 6.797 8.161 0.013 0.012 0.001
Si 9.525 9.52 8.15 0.01 0.004 0
Si 6.812 12.244 8.162 -0.006 0.006 0.002
Si 9.514 14.964 8.157 -0.002 -0.004 0.003
Si 12.236 1.371 8.16 0.015 0.008 -0.001
Si 14.951 4.069 8.171 -0.009 -0.013 0.005
Si 12.229 6.811 8.162 0.012 -0.004 0.002
Si 14.957 9.516 8.168 -0.004 0 -0.005
Si 12.227 12.24 8.157 -0.006 -0.011 -0.004
Si 14.947 14.966 8.165 0.005 0.006 -0.006
Si 16.32 -0.002 9.522 0.008 -0.004 0.001
Si 2.729 2.72 9.528 -0.005 -0.004 0.001
Si 16.315 5.432 9.528 0.009 0.001 -0.002
Si 2.726 8.159 9.524 -0.008 0.007 -0.001
Si 16.32 10.883 9.522 -0.004 -0.008 -0.005
Si 2.731 13.596 9.534 0.002 -0.004 0.007
Si 5.444 -0.004 9.525 0.002 0.009 -0.002
Si 8.161 2.718 9.52 0.007 0.002 0
Si 5.453 5.442 9.519 -0.01 0 -0.003
Si 8.168 8.165 9.519 -0.004 -0.012 0.003
Si 5.452 10.886 9.525 0.003 -0.004 0.004
Si 8.163 13.602 9.525 -0.001 0.004 0.003
Si 10.879 0.001 9.515 0.009 0.004 -0.004
Si 13.593 2.716 9.529 -0.002 0.002 0.003
Si 10.874 5.444 9.518 -0.006 0 0.001
Si 13.594 8.162 9.527 -0.005 0.002 0.001
Si 10.874 10.881 9.521 0.01 0.011 0.001
Si 13.592 13.597 9.519 0 -0.001 0
Si 1.366 14.96 10.878 0.002 0 -0.006
Si 4.085 1.355 10.886 -0.002 -0.001 0.004
Si 1.37 4.085 10.882 -0.007 0.002 0
Si 4.097 6.807 10.879 0.001 -0.007 0.001
Si 1.364 9.523 10.878 0.003 0.001 -0.001
Si 4.09 12.237 10.891 -0.009 0.002 0
Si 6.804 14.957 10.887 -0.003 -0.002 -0.001
Si 9.521 1.358 10.879 -0.003 -0.009 0.004
Si 6.8 4.075 10.882 0.008 0.001 0.003
Si 9.516 6.801 10.88 0.008 0.003 -0.005
Si 6.807 9.524 10.879 -0.002 0.005 -0.003
Si 9.514 12.236 10.888 0.002 -0.008 0.006
Si 12.23 14.953 10.878 -0.001 -0.001 0
Si 14.959 1.354 10.879 -0.002 0.008 -0.005
Si 12.232 4.081 10.874 0.012 0.004 0
Si 14.956 6.8 10.882 -0.001 0.001 0.003
Si 12.237 9.528 10.884 0 0.001 -0.001
Si 14.959 12.244 10.883 0.003 0.006 0.004
Si 2.731 -0.014 12.24 -0.017 -0.002 0.001
Si 5.443 2.714 12.249 -0.013 -0.011 0.007
Si 2.739 5.447 12.236 0.008 0.016 0.001
Si 5.446 8.176 12.243 0.008 0.008 -0.003
Si 2.725 10.879 12.244 -0.006 -0.011 -0.002
Si 5.451 13.594 12.252 0.001 0.005 -0.004
Si 8.165 -0.003 12.242 0.007 0.01 -0.003
Si 10.879 2.721 12.236 0.006 0.011 -0.001
Si 8.153 5.442 12.238 -0.001 0.002 -0.001
Si 10.865 8.171 12.234 0.001 -0.009 0.002
Si 8.153 10.875 12.251 -0.005 0 -0.001
Si 10.87 13.598 12.247 0.004 -0.002 0.001
Si 13.601 -0.014 12.232 0.005 -0.002 0
Si 16.324 2.72 12.225 0.008 -0.006 0.001
Si 13.586 5.441 12.231 -0.008 -0.014 0.007
Si 16.324 8.165 12.234 -0.004 -0.001 -0.005
Si 13.597 10.888 12.246 -0.002 -0.003 0.003
Si 16.331 13.604 12.237 0.016 0.014 -0.002
Si 1.369 1.359 13.573 0.002 -0.002 -0.001
Si 4.091 4.088 13.605 -0.006 0.004 0.003
Si 1.384 6.819 13.585 0 -0.01 0.001
Si 4.088 9.534 13.612 -0.002 0.002 -0.001
Si 1.377 12.252 13.598 -0.011 0.008 -0.005
Si 4.094 14.952 13.611 -0.005 -0.002 -0.001
Si 6.804 1.347 13.606 0.014 -0.013 0.001
Si 9.513 4.08 13.591 0 -0.008 0.002
Si 6.803 6.815 13.597 -0.01 -0.004 -0.006
Si 9.501 9.51 13.614 0.004 0.003 -0.003
Si 6.798 12.229 13.62 0.002 -0.007 -0.007
Si 9.506 14.951 13.614 -0.013 0.011 0.003
Si 12.24 1.346 13.581 0 0 0.004
Si 14.956 4.079 13.573 0.005 0.006 0
Si 12.218 6.806 13.578 0.001 0.005 -0.003
Si 14.971 9.53 13.595 0.009 -0.011 0.009
Si 12.225 12.239 13.608 0.003 0.012 0.01
Si 14.97 14.958 13.595 0 -0.013 0.002
Si 16.337 0.011 14.939 0.008 0.006 0.003
Si 2.729 2.704 14.936 -0.004 -0.007 -0.001
Si 16.336 5.443 14.903 -0.016 0.007 -0.017
Si 2.731 8.179 14.971 -0.002 -0.007 0.014
Si 16.332 10.905 14.952 0 0.006 -0.002
Si 2.754 13.582 14.978 0.008 -0.012 0.01
Si 5.461 -0.024 14.978 -0.004 -0.004 0
Si 8.158 2.719 14.954 0.004 0.002 0
Si 5.447 5.47 14.959 0.005 0.005 -0.002
Si 8.145 8.155 14.994 -0.007 0.003 0.01
Si 5.436 10.886 14.997 -0.007 0.009 0.011
Si 8.146 13.587 14.985 0.013 -0.003 -0.007
Si 10.876 -0.001 14.951 0.005 -0.004 0
Si 13.606 2.704 14.928 0.012 0.004 0.006
Si 10.85 5.462 14.945 -0.004 0.007 0.002
Si 13.588 8.16 14.918 -0.001 0.003 -0.004
Si 10.844 10.882 14.966 -0.018 -0.007 0
Si 13.61 13.594 14.949 0.019 0.008 0.002
O 9.673 6.674 23.916 -0.142 -0.155 0.234
O 9.943 3.494 28.214 -0.185 -0.131 -0.126
O 13.025 8.432 21.624 0.143 -0.341 0.175
O 13.824 2.24 21.729 -0.32 -0.267 0.333
O 13.844 10.755 29.149 0.21 0.078 -0.396
O 5.119 10.52 22.264 0.092 0.425 0.379
O 15.602 14.578 28.23 0.559 -0.013 0.123
O 12.028 1.895 28.048 0.192 0.075 -0.292
O 14.991 12.217 20.698 0.096 0.155 0.548
O 17.326 -0.099 24.127 -0.031 -0.038 -0.087
O 9.55 1.254 20.735 0.068 0.124 0.093
O 12.258 4.094 20.815 0.112 -0.108 0.271
O 16.472 8.458 26.103 -0.112 -0.157 -0.217
O 3.896 6.76 20.836 -0.081 0.06 0.377
O 6.59 1.716 28.072 0.409 0.2 -0.36
O 11.537 16.046 21.534 0.241 -0.043 -0.036
O 4.796 3.612 28.331 -0.019 0.338 -0.325
O 2.656 10.471 22.924 -0.173 0.389 0.018
O 6.905 9.399 20.892 0.194 0.083 0.202
O 8.759 7.779 21.69 0.04 0.325 0.403
O 2.254 3.152 21.652 0.12 -0.183 0.283
O 2.954 1.653 24.503 -0.215 0.288 -0.461
O 9.241 9.704 28.03 0.027 0.514 -0.217
O 15.916 0.695 21.467 0.023 -0.269 0.007
O 17.841 7.438 28.211 0.419 0.289 -0.265
O 11.129 13.577 26.093 -0.036 0.095 -0.234
O 3.555 14.945 28.299 0.003 -0.482 -0.254
O 14.953 6.823 20.786 -0.076 -0.124 0.5
O 16.85 9.207 23.75 -0.351 -0.464 0
O 2.95 10.601 29.161 0.121 -0.155 -0.498
O 12.077 12.372 28.145 -0.669 0.163 0.129
O 5.047 2.533 25.96 0.486 -0.148 -0.461
O 12.641 6.28 28.076 0.413 -0.305 0.057
O 2.799 3.947 25.828 0.117 -0.001 0.477
O 12.626 11.438 25.715 -0.418 -0.333 0.027
O 3.454 15.59 23.46 0.126 0.387 -0.189
O 10.437 2.258 25.964 -0.278 -0.11 0.021
O 9.154 15.384 25.902 -0.181 0.293 0.268
O 9.556 3.384 23.692 0.419 0.331 -0.086
O 2.696 6.516 25.128 -0.461 0.443 0.201
O 11.416 8.576 23.757 -0.102 -0.01 -0.045
O 7.835 10.611 25.965 0.186 -0.099 -0.775
O 13.221 10.376 23.312 0.183 -0.107 0.01
O 6.004 6.682 28.395 -0.392 -0.332 -0.015
O 5.522 13.469 29.137 0.108 0.152 -0.223
O 5.576 4.997 21.788 0.362 -0.022 -0.094
O 5.01 9.113 28.319 0.251 0.373 -0.157
O 3.052 12.391 26.573 0.283 0.057 0.406
O 5.417 13.996 22.508 -0.114 -0.265 -0.088
O 16.644 13.301 26.162 -0.022 0.223 -0.337
O 9.906 14.384 28.213 0.457 -0.11 0.018
O 15.204 14.864 23.259 0.45 -0.18 -0.375
O 8.5 5.213 22.101 -0.233 -0.066 -0.344
O 4.131 1.446 20.865 0.084 -0.047 0.607
O 2.965 13.456 21.901 -0.104 -0.609 0.244
O 11.239 1.198 23.726 0.337 0.161 0.11
O 11.6 6.753 25.696 -0.118 0.219 0.109
O 16.746 10.531 21.558 0.053 0.102 0.22
O 17.964 0.49 28.249 -0.518 -0.32 -0.339
O 7.86 14.141 21.621 0.18 -0.057 0.243
O 8.46 13.028 26.42 -0.028 0.066 -0.169
O 16.757 5.241 26.033 0.24 0.038 0.002
O 2.797 15.891 26.036 -0.099 -0.612 -0.008
O 16.134 3.049 22.638 -0.302 0.167 0.306
O 17.391 12.094 28.237 -0.312 0.352 0.016
O 9.549 12.222 20.885 0.195 0.182 0.319
O 15.837 9.204 28.459 0.113 0.388 -0.123
O 4.793 7.638 26.215 -0.009 -0.07 -0.091
O 7.774 2.785 21.762 -0.24 -0.025 0.317
O 8.18 5.278 29.044 -0.084 0.046 -0.283
O 11.152 10.296 21.729 -0.058 -0.138 0.217
O 7.245 8.335 26.942 0.233 -0.398 -0.175
O 12.604 15.159 23.759 -0.041 0.102 0.368
O 8.244 -0.085 29.033 0.01 -0.073 -0.263
O 16.938 5.215 21.417 0.235 0.16 0.269
O 6.951 4.146 23.866 0.14 -0.076 0.577
O 17.583 15.068 20.828 -0.175 -0.113 0.302
O 2.956 5.365 29.043 0.101 0.05 -0.276
O 4.421 10.731 24.869 0.308 -0.384 0.448
O 15.039 4.183 27.869 -0.383 -0.183 -0.355
O 10.838 6.151 21.582 0.35 0.178 0.361
O 7.314 15.254 23.883 -0.27 0.093 0.579
O 17.86 4.664 23.716 -0.107 0.088 0.083
O 9.607 8.575 25.706 0.162 -0.103 0.049
O 3.89 13.222 24.393 -0.398 0.282 0.204
O 18.217 8.332 21.618 0.018 -0.387 0.217
O 6.207 -0.056 21.646 0.237 0.281 0.197
O 7.178 11.682 28.262 0.082 -0.294 -0.112
O 17.508 10.837 25.81 0.543 -0.012 -0.319
O 16.508 2.494 29.043 -0.127 0.063 -0.179
O 8.693 1.085 24.374 -0.483 0.247 0.19
O 15.432 6.72 27.761 -0.48 -0.073 0.336
O 4.382 3.645 23.695 -0.118 -0.269 -0.522
O 14.016 5.592 25.921 0.056 -0.026 -0.532
O 14.977 1.064 23.868 -0.479 0.392 0.527
O 15.366 15.556 25.786 -0.091 0.292 0.255
O 13.685 -0.047 28.957 -0.162 0.046 -0.157
O 4.08 1.111 27.868 -0.055 -0.036 0.238
O 5.165 6.092 24.166 0.204 0.23 -0.058
O 10.98 8.043 29.011 -0.13 -0.03 -0.473
O 11.917 4.236 26.647 0.118 -0.196 -0.307
O 13.295 13.885 21.652 -0.377 0.055 0.018
O 13.873 13.553 26.598 -0.079 0.34 0.073
O 13.944 12.767 23.947 0.271 -0.028 0.046
O 5.805 12.452 26.156 0.039 0.433 -0.044
O 9.945 15.263 23.447 -0.111 -0.436 -0.306
O 15.034 10.571 25.14 -0.155 0.179 0.209
O 4.099 8.425 23.778 -0.135 -0.257 -0.291

Results
total energy: -82022.154 eV
total energy less fixed offsets of O -438.35, Si -107.03 eV per atom: -2.634 eV
